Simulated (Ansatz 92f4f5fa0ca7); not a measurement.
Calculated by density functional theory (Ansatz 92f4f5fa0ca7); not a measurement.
Periodic cell of 224 atoms, Si132O88B1H3, from a study of silicon, its oxide and their interface. The atomic structure is a simulated model.

Settings
functional: PBE
potential files: Ansatz PAW
basis: plane waves
wave-function cutoff: 700 eV
density cutoff ratio: 5
exchange-correlation grid ratio: 1
k mesh: 2 x 2 x 1, shifted by 0.5 0.5 0.5 of a step
self-consistency stop: 5e-08 eV per atom in the density residual
occupations: fixed
spin: none
net charge: 0

Cell vectors (angstrom)
a  10.938  0  0
b  0  10.938  0
c  0  0  31.948

Atoms and the computed forces on them: element, x, y, z (angstrom), force x, y, z (eV/angstrom)
Si  0.2998  10.542  24.3932  0.0285  -0.0186  -0.0414
Si  5.2263  0.1428  24.5265  -0.0261  0.004  -0.0329
Si  2.9763  2.3415  24.5292  0.01  -0.02  -0.0364
Si  7.9382  2.9233  24.5021  -0.0126  0.0367  -0.013
Si  10.629  5.4188  24.4441  -0.0207  -0.0048  -0.0387
Si  5.7706  5.2027  24.4397  0.0139  -0.008  -0.042
Si  2.5935  8.3541  24.5364  0.007  0.0281  -0.0289
Si  8.5279  7.7749  24.4213  0.0209  -0.0307  -0.0181
Si  1.3618  1.2249  25.8048  -0.0071  -0.0105  0.0074
Si  6.8215  1.3139  25.8002  0.0052  0.019  0.0201
Si  4.142  4.0249  25.7255  0.0058  0.0047  -0.0024
Si  9.4805  4.0227  25.9095  -0.0136  -0.0144  -0.0038
Si  1.3655  6.6737  25.6673  -0.0122  0.0026  0.0054
Si  6.9033  6.7506  25.8085  0.0154  0.0126  0.0037
Si  4.0916  9.5328  25.899  0.0198  0.0162  -0.013
Si  9.613  9.4403  25.7092  -0.0126  0.0037  0.0255
Si  2.7218  -0.0535  27.2571  0.0029  0.0065  -0.0015
Si  8.2435  -0.0814  27.0851  0.0041  -0.0055  -0.0169
Si  0.0069  2.6498  27.1418  0.0082  -0.0142  -0.0084
Si  5.4723  2.6902  27.1875  -0.0039  0.0102  -0.0073
Si  2.7577  5.392  27.0864  -0.005  0.0039  0.01
Si  8.1898  5.4263  27.2753  0  0.0038  -0.0037
Si  0.0426  8.098  27.1151  0.0027  -0.0041  -0.008
Si  5.5164  8.1443  27.1489  0.0065  0.0028  -0.0064
Si  4.0935  1.3522  28.5647  0.0013  -0.0006  -0.0208
Si  9.5744  1.2996  28.5051  -0.0141  0.0008  0.0009
Si  1.3745  4.0591  28.4898  0.0003  0.0104  -0.0147
Si  6.8143  4.0547  28.5849  -0.0145  -0.0109  -0.0236
Si  4.1054  6.7866  28.4889  -0.0162  -0.0086  -0.014
Si  9.5963  6.8144  28.5509  0.0048  0.0106  -0.0177
Si  1.3564  9.4851  28.5461  -0.0141  -0.0049  -0.0175
Si  6.8631  9.541  28.5061  -0.0067  0.0051  -0.0034
Si  0.0092  -0.036  29.8932  -0.001  0.0027  -0.0008
Si  5.4877  -0.0173  29.8894  0.0135  -0.012  -0.0056
Si  2.7325  2.7344  29.9034  0.0011  0.0004  0.0031
Si  8.2231  2.6968  29.8962  0.0129  -0.012  -0.0053
Si  0.0251  5.4433  29.8897  0.014  -0.0125  0.0013
Si  5.4602  5.4575  29.9061  -0.0034  0.0092  0.001
Si  2.7573  8.1658  29.8933  0.0118  -0.009  0.0034
Si  8.2221  8.1938  29.8982  -0.0009  0.001  -0.0016
Si  1.3673  1.3673  31.2643  -0.0289  -0.0905  -0.0387
Si  6.8362  1.3673  31.2643  0.0559  -0.1518  0.011
Si  4.1018  4.1018  31.2643  -0.101  -0.0268  0.1429
Si  9.5708  4.1018  31.2643  0.1292  -0.1221  -0.1101
Si  1.3673  6.8362  31.2643  0.0932  -0.1795  -0.0217
Si  6.8362  6.8362  31.2643  0.0283  0.0092  -0.0298
Si  4.1018  9.5708  31.2643  0.108  -0.1086  -0.1183
Si  9.5708  9.5708  31.2643  -0.0042  -0.0135  0.1335
Si  2.7345  0  0.6835  0.0866  0.1061  -0.0116
Si  8.2035  0  0.6835  -0.1386  0.0936  0.0442
Si  0  2.7345  0.6835  -0.1254  0.2001  -0.0175
Si  5.469  2.7345  0.6835  -0.0013  0.0341  -0.0689
Si  2.7345  5.469  0.6835  -0.0906  0.151  0.1299
Si  8.2035  5.469  0.6835  -0.0391  0.0162  0.075
Si  0  8.2035  0.6835  0.0281  -0.0926  -0.1166
Si  5.469  8.2035  0.6835  -0.0503  0.2196  0.0486
Si  4.1025  1.3894  2.0589  0.0081  -0.0118  0.0083
Si  9.5325  1.4151  2.0393  -0.0221  0.0218  0.0036
Si  1.3361  4.1384  2.0574  -0.0162  0.0078  0.0068
Si  6.812  4.1169  2.0563  0.0003  -0.0011  -0.0114
Si  4.096  6.8641  2.0563  -0.0068  0.0081  -0.0109
Si  9.5629  6.8564  2.0554  0.0087  -0.011  0.007
Si  1.3727  9.5665  2.0285  0.0101  -0.012  -0.0008
Si  6.8074  9.6078  2.0669  -0.0144  0.0133  0.0073
Si  -0.0158  0.0225  3.3088  0.0114  0.0072  0.026
Si  5.4798  0.0771  3.4827  0.0213  0.0078  0.0023
Si  2.7341  2.791  3.3874  0.0036  0.015  0.0219
Si  8.1624  2.7752  3.4548  0.0273  -0.0143  -0.0097
Si  -0.0303  5.5064  3.4646  0.0053  -0.0081  0.0175
Si  5.4673  5.5142  3.4198  -0.0056  0.0107  0.0094
Si  2.762  8.2644  3.44  -0.0004  -0.0111  0.0079
Si  8.191  8.2426  3.4008  0.0005  0.0109  0.0216
Si  1.3678  1.3508  4.6448  -0.0078  -0.0026  -0.0055
Si  6.7929  1.4894  4.9147  -0.0306  0.0127  0.013
Si  4.0438  4.2112  4.7823  0.0213  -0.028  0.0054
Si  9.4818  4.1635  4.8381  -0.031  0.0431  -0.0025
Si  1.3498  6.9385  4.7863  0.0187  -0.0074  0.0028
Si  6.8729  6.8536  4.7933  0.0308  -0.0053  0.001
Si  4.1193  9.6477  4.8482  0.0007  -0.0007  0.0121
Si  9.5217  9.704  4.7018  0.0083  -0.0062  0.0108
Si  2.7447  0.1506  6.1521  -0.036  -0.0124  -0.0018
Si  8.2183  0.08  6.2151  0.0249  -0.0168  -0.0345
Si  -0.0334  2.6747  5.9633  -0.0208  -0.034  0.0098
Si  5.4921  3.0211  6.2577  -0.007  -0.0385  -0.0074
Si  2.691  5.6088  6.2038  0.0044  0.0021  -0.0277
Si  8.1521  5.4944  6.3434  -0.0245  0.0068  -0.0371
Si  -0.0206  8.3899  6.0391  0.0081  0.0016  0.0178
Si  5.5485  8.2653  6.1556  -0.013  0.0285  -0.0128
Si  3.7661  1.8826  7.451  -0.0045  0.0266  0.0277
Si  9.852  1.2192  7.5157  0.0364  -0.0022  0.0511
Si  1.4142  3.9202  7.2468  -0.0111  -0.0332  0.0515
B  6.3348  4.7546  7.0675  -0.0374  0.026  0.0605
Si  4.3502  6.7582  7.508  0.0284  -0.0081  0.0682
Si  9.4829  7.2144  7.4606  0.0359  0.0289  0.0167
Si  1.1424  9.9125  7.45  -0.0258  -0.0111  0.0124
Si  7.1753  9.3428  7.5082  0.0233  -0.0366  0.0247
O  9.6192  6.6153  23.8936  -0.0067  -0.0051  -0.0135
O  4.1111  1.2532  24.0044  0.0043  -0.0061  -0.0227
O  8.3261  8.2499  8.0568  -0.0096  0.0124  0.0146
O  2.5776  2.9451  7.8995  -0.0067  -0.0012  0.0132
O  6.8532  4.0587  23.9332  -0.0012  -0.0044  -0.0163
O  1.4625  9.4329  24.0101  -0.0042  0.0019  -0.025
O  5.5242  5.5635  7.8185  -0.0089  0.0098  -0.003
O  0.0247  0.0749  8.0069  -0.0054  0.0187  0.0186
H  6.5395  9.9135  8.73  0.0042  -0.0017  -0.0048
O  10.6189  6.8441  8.64  -0.0202  -0.0148  0.0017
O  1.7945  9.163  8.7707  0.0135  0.004  0.0008
O  4.2369  1.2975  8.8987  -0.011  -0.0065  -0.0059
O  0.324  4.2965  8.4305  0.0183  0.0242  0.0062
O  9.2582  1.9729  8.8796  0.0166  -0.0213  -0.0163
O  3.8485  7.4553  8.9352  -0.0131  0.0084  -0.0142
H  7.9396  8.3447  23.1773  0.0042  -0.0022  0.005
H  8.601  2.3274  23.3039  -0.0065  0.0013  0.0056
O  5.2584  5.968  23.0681  -0.0078  0.0038  0.0038
O  2.2341  2.8377  23.1538  -0.0119  0.0005  -0.0005
O  10.6887  0.1094  22.9142  0.0193  -0.0003  0.0011
O  0.0384  4.3803  23.1903  0.0228  0.0146  0.0005
O  3.4397  7.9096  23.2021  0.0003  -0.0134  -0.0028
O  5.9022  10.3888  23.1891  -0.0209  0.0039  -0.0111
Si  9.5766  9.3055  14.9679  0.0022  -0.0015  -0.0007
Si  2.4555  4.9464  11.5755  -0.0026  -0.0018  -0.0034
Si  0.8574  0.6891  14.6834  0.0021  -0.0007  -0.0023
Si  10.0526  9.9251  18.8484  -0.0066  -0.0042  0.0014
Si  6.8294  0.3779  11.6558  -0.0015  0.0009  0.0066
Si  9.5828  7.1767  12.6944  0.0019  -0.0018  -0.0031
Si  2.0501  9.1995  17.9289  0.0043  -0.0021  -0.0035
Si  3.0234  8.6556  9.7175  0.0048  -0.0017  -0.0009
Si  4.1846  2.4951  16.8427  0  0.0031  -0.003
Si  4.5072  7.1533  22.2387  -0.0055  -0.0014  0.0026
Si  10.8769  5.3368  16.7493  -0.0017  -0.0082  -0.0049
Si  2.6218  6.3603  17.8705  -0.0018  -0.0063  0.0047
Si  0.9781  2.5484  17.2501  0.0044  -0.0002  0.0032
Si  5.7403  6.5917  16.9619  -0.0055  -0.0069  -0.0003
Si  8.6027  4.7072  11.4732  0.006  -0.0001  -0.0001
Si  10.989  5.4944  9.4944  0.0008  0.0021  -0.0178
Si  3.1019  0.1087  20.1828  -0.0012  0.0007  0.0003
Si  1.6549  7.5552  12.4319  0.0002  -0.0026  0.0006
Si  5.7194  9.8844  21.6471  0.0018  -0.005  0.0062
Si  1.3772  1.8721  11.7503  -0.0017  0.0061  0.0035
Si  0.2642  0.5488  21.4214  -0.0019  0.0029  0.0031
Si  2.707  9.4366  14.7969  -0.0007  0.0026  -0.0003
Si  8.9466  3.2977  15.5439  -0.0008  0.0022  -0.0063
Si  1.0248  3.4568  22.2618  0.0018  0.0071  0.0038
Si  9.3645  1.8422  10.5161  -0.0048  0.0031  0.0007
Si  5.589  8.7702  14.9885  0.0012  -0.0061  -0.0006
Si  6.8186  8.2827  12.2807  -0.0027  -0.0008  -0.0004
Si  3.0424  5.0619  20.492  -0.004  -0.0016  0.0033
Si  9.4062  1.6277  18.2268  -0.0042  0.0011  0.0021
Si  7.952  0.8981  14.4215  -0.0013  0.0017  -0.0036
Si  5.9661  4.2848  15.1006  -0.0019  0.0008  -0.004
Si  7.0098  0.9087  19.7712  0.0024  0.0024  0.0041
Si  5.5746  5.4681  12.0931  -0.0057  -0.0019  0.0061
Si  4.6659  2.6969  19.7507  0.0004  0.0073  0.0032
Si  4.0417  0.5871  10.341  0.0004  -0.003  -0.0037
Si  6.0507  0.2705  16.7701  -0.0017  -0.001  0.0018
Si  8.7308  7.6521  17.5849  0.0048  0.0095  0.005
O  0.1229  1.7541  18.4257  -0.0089  -0.0053  -0.0188
O  6.0275  9.6708  16.2684  -0.0043  0.0157  -0.0152
O  1.4812  5.5193  10.3425  0.0033  -0.0218  0.0186
O  6.958  4.8854  11.3722  -0.002  0.0063  0.0124
O  3.4018  1.6696  19.8447  0.0221  -0.0076  0.0069
O  7.1182  7.2236  17.6735  0.0064  -0.0127  -0.0056
O  6.9588  1.0505  13.1451  0.0139  -0.004  -0.002
O  5.7166  7.1095  11.9291  0.0242  -0.0065  0.0089
O  5.4273  1.0142  11.1052  -0.0146  -0.0097  -0.0026
O  10.2724  10.6591  20.318  0.0069  -0.0088  -0.0053
O  8.9931  8.7051  16.3609  -0.0041  -0.0045  0.018
O  1.901  3.4348  11.8874  0.0047  -0.0028  -0.0071
O  0.5981  1.8423  15.8148  -0.0033  -0.0163  -0.0059
O  8.9086  2.7047  17.0938  0.0131  -0.0061  -0.0107
O  8.8623  3.1008  11.4467  0.0012  -0.0094  -0.0055
O  4.9501  3.0632  18.1762  -0.0149  -0.0299  0.0086
O  2.3717  11.0254  14.7325  -0.0084  -0.0131  0.0071
O  7.0835  1.0562  15.7929  -0.0051  -0.0187  -0.004
O  9.5604  5.2324  10.2509  0.0023  -0.0047  0.0144
O  2.5956  2.6145  17.1737  0.0115  0.0073  -0.0062
O  1.4571  6.0929  16.6584  0.0068  0.0165  0.0307
O  2.1808  7.7376  18.6141  0.0086  -0.0045  -0.0227
O  5.9955  2.025  20.3978  -0.0103  -0.0201  -0.029
O  9.1767  8.5235  18.9241  0.0144  0.0099  -0.0311
O  3.6233  6.4823  21.0404  0.0073  -0.0104  0.0079
O  0.8127  1.3539  13.1973  0.0106  0.0094  -0.0027
O  2.1673  6.0272  12.7875  -0.0078  0.0201  -0.0246
O  8.4268  1.7385  19.5552  -0.0184  0.0017  -0.0193
O  1.8509  8.4898  13.7615  0.0101  -0.0082  -0.011
O  2.668  1.0387  11.1464  0.0067  0.0114  -0.0099
O  9.2474  10.9744  17.8597  0.0095  -0.0175  0.0142
O  6.9744  10.5342  20.7786  -0.0254  0.0099  -0.0005
O  9.1869  1.9887  14.5381  -0.0088  -0.0246  0.0211
O  11.0158  7.4598  11.9663  0.0048  -0.0015  0.0122
O  6.7445  8.5392  13.8864  -0.0123  0.0036  -0.0171
O  6.4754  0.3546  18.3292  0.0004  0.0176  0.0005
O  0.3884  4.0255  17.5845  0.0103  -0.006  -0.0023
O  9.1912  5.5656  12.7702  -0.0058  0.0112  -0.0203
O  8.5449  10.3367  14.2612  -0.0013  0.0029  0.0168
O  8.267  0.6618  10.8926  -0.0085  0.0129  0.008
O  2.4772  8.1351  11.1577  -0.0069  -0.0016  0.0054
O  4.2527  9.3465  14.2865  0.011  -0.016  0.0155
O  6.5544  9.7058  11.5611  0.0098  -0.0049  0.0118
O  5.6078  8.237  21.6503  -0.0216  0.0078  0.0172
O  9.7622  7.9127  14.1347  -0.0072  0.0104  -0.0158
O  8.3402  7.8451  11.8719  0.0004  -0.0105  0.0259
O  2.51  5.1673  18.9578  0.0114  0.0164  0.0003
O  1.778  0.0271  21.1141  -0.0037  0.0077  -0.0187
O  1.7211  4.5217  21.2572  0.013  -0.0112  0.0045
O  10.9783  1.657  10.8097  0.0061  -0.0094  0.0001
O  10.0231  4.5716  15.5007  -0.0156  -0.006  0.0127
O  4.2982  4.0242  20.5957  -0.0183  -0.0057  -0.0245
O  5.5706  5.0039  13.678  0.0076  -0.007  -0.0209
O  0.5045  9.6435  18.058  -0.001  -0.0011  0.0087
O  4.2716  6.4924  17.6931  0.0027  -0.0011  -0.0105
O  3.9977  9.9148  10.0675  -0.0177  0.0113  -0.0065
O  2.5292  9.0012  16.3707  -0.0061  0.0126  -0.0031
O  2.9558  10.27  18.7508  -0.0127  -0.0062  0.0115
O  7.4842  3.7153  14.9294  0.0082  0.0086  -0.0008
O  5.2993  7.317  15.5869  0.0039  0.0175  -0.0007
O  10.9101  10.2683  15.0307  -0.0011  0.0081  0.0095
O  4.3218  10.4066  21.0163  0.0115  0.013  -0.0078
O  4.5641  0.9224  16.6269  0.0233  0.0182  0.0079
O  4.7159  3.281  15.4977  0.0034  -0.0064  0.015
O  9.7657  6.3607  17.4153  0.0009  0.0211  -0.018
O  0.2546  2.2171  21.4717  0.0237  -0.006  0.0152
O  6.194  5.1313  16.4704  -0.0109  0.0222  0.0145
O  4.1283  4.978  11.4027  0.0052  0.0048  0.0129

Results
free energy: -134179.935 eV
free energy less fixed offsets of B -155.45, H -17.10, O -569.03, Si -635.61 eV per atom: 1.975 eV

The program warned: the cutoff lies below the one the program advises for these potential files; the forces do not sum to zero within the program's tolerance; the exchange-correlation potential is rough where the density is thin.
